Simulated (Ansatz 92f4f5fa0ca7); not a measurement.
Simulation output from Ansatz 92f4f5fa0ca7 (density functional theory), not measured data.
Periodic cell of 422 atoms, Si266O156, from a study of silicon, its oxide and their interface. The atomic structure is a simulated model.
Doubt: the cutoff is far below the 930 eV that the study's wrapper takes by default for these files, so forces and energies are approximate.
This geometry differs little from another in the collection (a relaxation step or a small displacement).

Settings
functional: PBE
potential files: Ansatz PAW
basis: plane waves
wave-function cutoff: 580 eV
density cutoff ratio: 5
exchange-correlation grid ratio: 1
k mesh: 1 x 1 x 1, Gamma-centred
self-consistency stop: 5e-08 eV per atom in the density residual
occupations: fixed
spin: none
net charge: 0

Cell vectors (angstrom)
a 15.4687 0 0
b 0 12.8259 0
c 0 0 36.7797

Atoms: element, x, y, z (angstrom)
Si 0.0699 1.1118 34.1444
Si 3.9802 1.1804 34.0871
Si 7.8051 1.1764 34.1381
Si 11.6666 1.1624 34.1334
Si 1.9064 7.5748 34.0684
Si 5.7859 7.5927 34.0875
Si 9.6379 7.5747 34.1039
Si 13.5019 7.571 34.0517
Si 1.9336 5.247 34.5128
Si 5.8008 5.247 34.5128
Si 9.6679 5.247 34.5128
Si 13.5351 5.247 34.5128
Si 0 11.6599 34.5128
Si 3.8672 11.6599 34.5128
Si 7.7343 11.6599 34.5128
Si 11.6015 11.6599 34.5128
Si 0 4.664 35.7496
Si 3.8672 4.664 35.7496
Si 7.7343 4.664 35.7496
Si 11.6015 4.664 35.7496
Si 1.9336 11.0769 35.7496
Si 5.8008 11.0769 35.7496
Si 9.6679 11.0769 35.7496
Si 13.5351 11.0769 35.7496
Si 0 2.332 36.1618
Si 3.8672 2.332 36.1618
Si 7.7343 2.332 36.1618
Si 11.6015 2.332 36.1618
Si 1.9336 8.745 36.1618
Si 5.8008 8.745 36.1618
Si 9.6679 8.745 36.1618
Si 13.5351 8.745 36.1618
Si 1.9336 1.749 0.6188
Si 5.8008 1.749 0.6188
Si 9.6679 1.749 0.6188
Si 13.5351 1.749 0.6188
Si 0 8.162 0.6188
Si 3.8672 8.162 0.6188
Si 7.7343 8.162 0.6188
Si 11.6015 8.162 0.6188
Si 0 5.83 1.031
Si 3.8672 5.83 1.031
Si 7.7343 5.83 1.031
Si 11.6015 5.83 1.031
Si 1.9336 12.2429 1.031
Si 5.8008 12.2429 1.031
Si 9.6679 12.2429 1.031
Si 13.5351 12.2429 1.031
Si 1.9336 5.247 2.2678
Si 5.8008 5.247 2.2678
Si 9.6679 5.247 2.2678
Si 13.5351 5.247 2.2678
Si 0 11.6599 2.2678
Si 3.8672 11.6599 2.2678
Si 7.7343 11.6599 2.2678
Si 11.6015 11.6599 2.2678
Si 1.9336 2.915 2.68
Si 5.8008 2.915 2.68
Si 9.6679 2.915 2.68
Si 13.5351 2.915 2.68
Si 0 9.328 2.68
Si 3.8672 9.328 2.68
Si 7.7343 9.328 2.68
Si 11.6015 9.328 2.68
Si 0.9773 -3.591 23.8528
Si 4.7285 1.7766 27.8155
Si 9.2791 5.4785 30.4097
Si 6.8707 4.4974 24.0471
Si -2.8349 2.629 17.6776
Si 5.7689 5.8083 30.4734
Si 7.1099 12.6187 26.7023
Si 8.9122 0.9793 24.7409
Si 2.2315 2.5786 22.3578
Si 12.568 2.088 24.0443
Si 2.1496 5.5483 22.7835
Si 15.6206 3.281 27.2676
Si 7.3626 8.8722 29.1412
Si 6.1001 13.5319 30.841
Si 11.587 4.8494 25.2544
Si 11.5962 12.4871 25.6113
Si -4.3053 -0.3016 27.8911
Si 4.049 1.4759 30.0385
Si 0.2859 4.3851 18.9044
Si 11.7975 1.165 29.6102
Si 1.8739 10.9771 31.0155
Si 1.7054 9.6922 28.8982
Si 11.6542 9.4893 25.2649
Si 13.3294 7.0245 29.4651
Si -1.7365 0.4947 30.7119
Si 11.4574 3.4811 29.1968
Si 8.1607 1.489 29.6798
Si 17.0491 1.592 19.4957
Si 1.8431 7.3643 29.4807
Si 7.6679 7.1285 30.6514
Si 9.0658 10.483 29.2551
Si 13.5146 10.9125 31.0871
Si 8.9503 4.4549 21.6768
Si 2.067 5.8691 27.5627
Si 9.9093 0.7395 31.0205
Si 20.6857 -3.3059 29.8059
Si -0.0939 6.7298 30.7555
Si 3.8855 10.1571 27.9598
Si 11.8071 4.3631 31.4009
Si 11.467 6.5879 30.8724
Si 0.0431 4.4302 31.3969
Si 4.5526 4.6333 28.8088
Si 9.072 3.6651 28.7431
Si 12.9525 5.0129 27.9715
Si 4.0288 7.52 30.6259
Si 5.7744 11.1857 31.3541
Si 11.1077 10.1474 28.1608
Si 15.6416 14.4866 29.7709
Si 1.9916 3.9476 32.497
Si 5.5942 4.1889 32.2912
Si 9.7478 4.1604 32.4294
Si 13.6624 3.8684 32.6364
Si -0.0165 10.4282 32.38
Si 3.7776 10.5786 32.4619
Si 7.7198 10.5129 32.4996
Si 11.6072 10.4431 32.4368
Si 1.9954 1.621 32.8958
Si 5.9695 1.857 32.8592
Si 9.7353 1.8739 33.0018
Si 13.6314 1.5499 32.8812
Si -0.0335 8.069 32.7766
Si 3.8438 8.2336 32.8748
Si 7.7201 8.1613 32.8248
Si 11.5322 8.0674 32.7887
Si 0 2.332 3.9167
Si 3.8672 2.332 3.9167
Si 7.7343 2.332 3.9167
Si 11.6015 2.332 3.9167
Si 1.9336 8.745 3.9167
Si 5.8008 8.745 3.9167
Si 9.6679 8.745 3.9167
Si 13.5351 8.745 3.9167
Si 1.9526 6.4122 4.3553
Si 5.779 6.4312 4.3368
Si 9.637 6.4164 4.3409
Si 13.5332 6.4058 4.363
Si -0.0496 12.8428 4.3513
Si 3.8146 12.8317 4.34
Si 7.6893 12.8278 4.3842
Si 11.6144 12.8431 4.3106
Si 0.0194 5.8783 5.628
Si 3.8861 5.8928 5.6572
Si 7.6884 5.9563 5.6352
Si 11.5621 5.8047 5.5737
Si 1.8719 12.3112 5.5965
Si 5.7058 12.2286 5.6148
Si 9.6954 12.241 5.5096
Si 13.497 12.2345 5.6034
Si 0.0093 3.5409 6.0016
Si 3.8526 3.4681 5.9687
Si 7.6221 3.5755 5.9278
Si 11.5499 3.4622 5.9927
Si 1.9784 10.011 5.9833
Si 5.9125 9.9072 5.8371
Si 9.8412 9.9383 5.9865
Si 13.5723 9.8877 5.9655
Si 1.9391 2.9298 7.247
Si 5.2044 -1.0442 7.9557
Si 11.3217 0.7043 8.8766
Si 10.1364 1.6805 22.042
Si 0.0159 9.3713 7.2307
Si 4.0251 9.7398 7.2001
Si 7.8196 7.2807 7.6633
Si 14.9187 10.5972 9.2206
Si -1.9393 2.9537 7.2168
Si 2.0791 6.4738 8.8884
Si 5.7763 4.8243 10.6361
Si 15.2979 12.9753 8.9634
Si -1.0812 7.561 13.5019
Si 12.7378 18.0744 14.2598
Si 13.3831 13.4724 7.6376
Si 11.0889 11.8829 10.5122
Si -2.6019 5.0028 19.8037
Si 3.1965 12.3453 11.2859
Si 2.9446 6.9495 11.0257
Si 11.6235 6.9593 7.6415
Si -2.1462 16.7556 9.3956
Si 7.8268 16.4468 10.5387
Si 3.59 16.1235 13.4567
Si 9.4867 15.6819 7.0631
Si 1.8214 0.6216 7.7054
Si 7.6188 -1.1804 8.4509
Si 11.7546 9.3071 7.3608
Si 11.2659 2.8482 9.9906
Si 5.9269 8.2065 13.0927
Si 0.7238 11.8957 12.9377
Si 10.4042 6.8953 15.6392
Si 5.7842 6.9776 8.7306
Si -3.0032 -1.3789 15.2861
Si -0.6024 2.2072 11.4329
Si 8.3923 -0.8235 10.6366
Si 9.3385 0.4957 7.5549
Si 1.4967 11.1996 15.595
Si 3.8365 7.405 7.5742
Si 9.7714 9.9697 15.0007
Si 13.2796 12.8059 12.6747
Si -6.6545 -0.6349 16.9801
Si 3.7089 0.323 9.1195
Si 3.965 3.4512 10.9993
Si 5.31 7.1118 11.0172
Si 2.8487 4.2518 9.0138
Si 1.7128 9.8088 11.3265
Si 7.8904 9.6142 12.491
Si 13.5127 6.2656 8.9155
O -10.3296 10.7947 24.0331
O -6.8244 11.2394 20.9113
O 1.5358 -0.3969 26.6198
O 3.6112 11.8501 22.1452
O 15.9955 20.2618 13.2496
O 1.8176 12.8051 12.1045
O 16.0039 15.6327 19.243
O 9.1997 10.7336 16.3311
O 5.9964 19.7132 14.1245
O 20.2524 9.2349 13.7509
O 16.2753 4.94 13.997
O 27.9613 4.9853 21.408
O 32.7644 16.9512 22.0808
O 2.8039 1.5261 18.3968
O 15.1069 8.5601 26.7327
O 0.7572 12.2187 14.5362
O -9.457 2.1286 21.5508
O 10.9809 28.139 11.6014
O 16.8997 21.9856 22.2593
O -3.4399 12.1911 16.6673
O -0.0012 17.276 17.3015
O -15.5303 1.1318 10.3151
O -7.9527 23.8332 11.6776
O 20.1331 9.2449 26.7845
O 29.0777 9.5749 19.887
O 8.9185 6.3307 12.137
O -3.4847 -0.599 11.8834
O 9.126 -6.9359 15.6974
O 20.6213 3.3818 27.8743
O 17.8734 34.0459 11.5447
O 39.8961 -24.3018 23.1489
O 19.3616 -1.1005 27.4158
O 5.356 14.1903 19.1236
O 6.7794 -3.8045 25.0657
O 29.7113 7.9805 15.0754
O 8.5638 17.3189 17.8553
O 18.9891 1.4376 26.7333
O -8.2443 9.1452 20.0857
O 10.2315 0.5066 20.9043
O 16.5796 10.7219 24.5295
Si 9.0112 -0.2276 20.0888
Si 20.7391 13.5364 13.3122
Si 19.5827 0.543 18.4473
Si 1.2951 7.8894 21.1993
Si 6.2938 9.4751 26.5406
Si 7.8608 22.4454 7.1638
Si 5.7736 15.6601 7.2216
Si 1.0627 -9.5063 13.9641
Si 4.3462 -0.6991 23.5973
Si 5.0976 4.7433 8.3526
Si 12.78 12.4119 18.1009
Si 15.9106 11.814 25.5779
Si 12.4636 10.0877 9.5846
Si 11.5485 5.9569 22.3362
Si 3.2709 7.2191 16.2723
Si 5.2394 14.8145 9.466
Si 10.9331 15.9216 13.1061
Si 0.0196 6.9967 7.7585
Si 18.5742 -0.106 26.3792
Si 12.0576 9.9961 19.8898
Si 21.5196 18.0652 14.3665
Si 4.4404 24.3116 20.7678
Si 3.6981 16.5304 30.8877
Si 14.4806 16.4182 16.2927
Si 8.3254 -8.2575 16.2388
Si 31.3676 -0.989 18.3703
Si 1.6238 6.2918 13.6361
Si 13.1901 -3.3647 29.121
Si -0.5032 21.9893 19.128
Si 10.9481 7.2837 18.6699
Si 9.6746 7.3995 11.1482
Si 17.4969 0.5366 30.7597
Si 8.4884 4.7613 12.3972
Si 21.4497 -3.3711 23.7244
Si 9.665 -1.5876 31.3771
Si -2.7742 8.2658 11.1354
Si 20.7411 14.9322 23.0093
Si 2.656 6.4116 19.0665
Si 10.0939 14.8692 15.7439
Si 7.1242 14.1978 10.8944
Si -5.9551 -8.7172 9.0367
Si 9.6732 6.4959 8.9169
Si -9.8037 8.6436 20.2029
Si 20.7536 6.6434 18.203
Si -0.4227 9.899 27.707
Si 21.262 12.2037 16.1172
Si -0.7933 -3.6089 16.033
Si 10.8519 8.9126 22.3154
Si 4.2256 22.7237 15.155
Si 1.3163 6.626 25.3809
Si 6.2632 13.8059 20.4213
Si 8.814 16.6962 26.254
Si 15.4368 1.8145 24.4171
Si 8.8228 25.4302 28.2155
Si 20.559 6.8171 22.6549
Si 14.3904 20.8781 25.3398
Si 23.7091 5.6328 18.9729
Si 23.5628 9.767 21.3244
O 21.4852 39.379 27.2655
O 5.8642 12.2865 20.9022
O 3.6795 18.8573 22.4862
O 24.5259 15.1592 25.6717
O 9.9969 5.6431 22.0031
O -11.7335 -13.5947 19.399
O 17.776 -5.8024 17.58
O 8.7392 -15.4654 13.7677
O -9.9964 -15.0402 15.9287
O 15.9885 2.6432 12.5463
O 12.075 -9.4957 24.9667
O 22.9262 4.5612 25.5856
O 8.8261 8.7903 11.3953
O 2.5771 6.6756 14.91
O 9.4888 26.2443 16.1488
O -1.8253 10.4094 15.6686
O 14.6793 -0.8107 12.3392
O 4.1759 18.6097 19.0664
O 1.3526 -8.4694 27.5954
O 12.0033 24.3068 19.2005
O -0.8554 21.5298 17.5902
O -1.1313 -0.8639 17.9245
O 4.4529 -0.3338 12.3417
O 21.1159 -5.5152 21.1849
O 37.6921 4.7921 15.7931
O 18.0094 5.9659 12.3143
O -0.2036 0.2273 24.7662
O 15.6408 -10.0377 25.7126
O 8.029 -7.901 20.4199
O 13.5292 17.551 15.5781
O 34.6703 15.3965 22.929
O 14.4347 3.5412 10.5908
O 12.7922 21.1388 25.4115
O 1.1495 23.1559 12.7642
O -14.0437 11.9166 17.0671
O -15.4661 -9.5751 30.2133
O 17.263 -17.543 24.7599
O -10.2973 8.2044 18.7108
O 19.0374 8.7923 16.1212
O -9.5178 3.1545 24.0363
O 11.5727 -2.7194 21.4504
O -3.2585 11.0291 25.1334
O 4.2507 14.6744 13.889
O 13.5942 27.1825 12.2429
O 4.7027 -2.9468 20.6997
O -3.1071 -9.0917 18.8886
O 31.398 -15.8586 10.2874
O 7.109 4.6861 13.2614
O 25.484 -8.0003 25.6738
O -1.9436 -18.5789 10.3736
O 14.1143 2.3002 23.5775
O 15.1025 6.5625 25.2568
O 2.5948 7.5755 20.236
O 12.3708 5.5261 26.5154
O -12.5227 -14.8735 10.8515
O 10.1191 12.7225 24.9342
O 1.6028 -7.608 19.3404
O -4.2434 7.6795 11.6295
O -5.5762 21.1804 15.1393
O 16.185 -15.8909 15.7099
O 4.5792 -12.7322 16.9548
O 24.9133 19.5721 19.0719
O 9.7459 15.9096 21.31
O 22.6891 -4.2907 27.508
O 3.3066 -0.3835 24.7923
O 9.3258 12.2275 18.5315
O 20.3942 -17.4088 23.43
O 7.187 -0.4609 16.9383
O 15.4949 15.6455 15.2032
O 6.0872 18.6645 23.5205
O 17.3892 -7.3739 24.3977
O 2.2075 27.3763 20.9822
O 28.0588 13.6288 25.0367
O 23.5547 -8.5977 23.0142
O -1.2283 -21.5829 27.6179
O 24.3431 15.9553 15.7195
O 11.863 5.7267 23.9162
O 12.9802 -0.2192 14.2627
O 26.2459 -3.6282 23.921
O -0.6162 -16.7874 23.9879
O 1.2562 14.7427 23.4526
O 3.6999 18.3802 27.7202
O 42.5311 14.6754 22.7626
O 15.5608 8.0119 20.1079
O 12.158 44.8538 19.2758
O 13.7111 18.9263 13.2843
O 20.0612 4.4861 14.1405
O 31.1939 14.7063 28.1294
O 16.2258 -12.6317 19.4182
O -3.1836 3.9449 13.4036
O 11.7233 20.3791 22.0385
O -16.4443 -7.8166 19.7229
O -4.1886 15.3955 16.7406
O 23.3002 0.9042 20.0573
O -25.019 12.82 14.6162
O 26.2639 35.0865 26.6607
O 25.1696 -8.6921 13.2679
O -3.9678 -6.6006 14.6552
O 13.6211 8.5997 12.4787
O 26.6866 -2.1961 14.6337
O -4.3529 19.9781 17.0678
O -0.6379 11.1406 26.6176
O 12.7542 14.0018 18.4552
O 0.5902 10.3832 19.0966
O 4.7336 -6.2946 16.6488
O 1.0599 19.4144 22.1528
O -7.9418 0.2298 25.1651
O 6.8207 6.2427 18.4598
O -12.454 23.8267 14.9973
O 6.5296 -1.7382 26.7171
O -20.2308 14.7452 14.2203
O 7.0689 9.8097 22.585
O 9.3247 -16.8636 21.7499
O 11.1457 -3.972 19.1186
O 36.288 13.4021 23.539
O 6.5038 14.1697 12.4486

Results
free energy: -257812.066 eV
free energy less fixed offsets of O -568.88, Si -635.61 eV per atom: 5.474 eV

Forces (eV/angstrom), in the order of the atoms: element, x, y, z
Si 0.0033 0.003 -0.0024
Si 0.0034 0.0017 -0.0024
Si 0.0043 0.0066 0.0009
Si -0.002 -0.0003 -0.0023
Si -0.0019 0.0003 -0.0034
Si 0.0006 0.0003 -0.004
Si -0.0019 0.0019 -0.0027
Si -0.0032 -0.0005 0.0003
Si 0.4657 -0.0906 -0.1287
Si -0.5444 0.0807 -0.6329
Si -0.0483 0.2992 -0.0333
Si -0.038 -0.0736 0.3943
Si 0.097 -0.7399 -0.2088
Si -0.1651 0.3885 0.3064
Si -0.0534 0.0999 0.4434
Si -0.0257 -0.2853 -0.0668
Si -0.0857 0.0012 -0.0495
Si 0.0047 0.0614 0.1285
Si 0.0818 -0.1571 -0.2169
Si 0.0236 -0.032 0.005
Si -0.0296 0.029 0.0276
Si 0.0116 -0.0795 -0.0265
Si -0.0546 -0.0551 0.0149
Si -0.0002 -0.0201 -0.0609
Si 0.0446 -0.0512 0.1116
Si 0.116 0.0223 -0.0902
Si 0.0389 0.0382 0.3146
Si 0.2854 0.0021 0.2639
Si -0.0217 -0.0722 -0.1531
Si 0.0494 0.0412 -0.0302
Si -0.0655 0.0581 -0.0407
Si -0.1093 -0.1241 -0.2511
Si -0.0549 0.0034 -0.0353
Si -0.0471 0.0554 0.025
Si -0.0526 0.025 0.0167
Si -0.043 0.0602 0.0489
Si 0.0507 -0.0237 -0.0709
Si 0.003 -0.0686 -0.0239
Si 0.1115 0.0145 -0.0264
Si 0.0127 0.0055 -0.061
Si 0.0779 0.0209 0.0604
Si 0.0078 0.0117 0.0349
Si -0.0553 0.0691 0.0377
Si -0.0306 0.0393 0.0689
Si -0.0285 -0.0135 0.0291
Si -0.0414 0.0278 0.0017
Si 0.0545 0.0697 0.0512
Si 0.029 -0.0168 0.0216
Si -0.0067 0.0472 0.1684
Si -0.0084 -0.057 0.1459
Si -0.0523 -0.0368 0.0717
Si 0.0229 -0.0022 0.1379
Si -0.0405 0.093 0.1749
Si -0.0815 0.0398 0.072
Si -0.2014 0.0972 0.2446
Si 0.0309 -0.0223 -0.0782
Si 0.0541 -0.0415 -0.0179
Si 0.0347 -0.1304 -0.1114
Si 0.0439 0.0008 0.0323
Si 0.0505 0.0697 0.0516
Si -0.0438 0.0034 0.0913
Si -0.0044 0.0884 0.0366
Si -0.1125 -0.0104 0.0179
Si -0.0149 -0.0727 -0.0353
Si 0.001 0.0004 -0.0008
Si 0.0056 -0.0027 -0.0069
Si 0.0029 -0.0052 0.0001
Si -0.0021 -0.0029 0.0042
Si 0.0094 0.0047 -0.0013
Si -0.0055 -0.0072 -0.0249
Si -0.0074 -0.0113 -0.012
Si -0.0057 0.004 0.0035
Si 0.0103 0.0002 -0.0025
Si -0.0036 0.0038 -0.0009
Si 0.0029 -0.0017 -0.0016
Si 0.0003 0.003 0.0004
Si 0.0025 -0.0022 -0.0093
Si -0.0156 -0.0016 -0.0171
Si -0.0054 0.0034 0
Si -0.0007 -0.0048 -0.0103
Si -0.002 -0.0057 0.0005
Si 0.014 0.005 -0.0005
Si -0.0021 0 -0.0029
Si 0.0042 0.0083 0.0023
Si -0.0015 0.0019 0.0029
Si -0.0025 -0.0045 -0.005
Si -0.0017 -0.0017 0.0013
Si -0.0049 0.0013 -0.0006
Si -0.0034 -0.0029 -0.0032
Si 0.0044 -0.0051 -0.0021
Si 0.037 -0.0004 0.0249
Si 0.0003 0.0025 -0.0025
Si -0.0039 0.005 0.0037
Si 0.0051 0.0029 0.0099
Si 0.0029 0.0032 0.0026
Si -0.0013 0.0044 -0.0024
Si 0.0001 0.0003 0.0002
Si -0.0065 -0.0071 -0.0108
Si -0.0259 0.0109 -0.0155
Si -0.0055 0.0048 0.0044
Si 0.0011 -0.0048 -0.0036
Si 0.0027 0.0034 -0.0056
Si -0.0082 0.0013 -0.007
Si 0.0037 0.0101 0.0031
Si 0.0047 0.0088 -0.0069
Si 0.0138 0.0095 0.0292
Si -0.0043 0.0006 -0.0016
Si 0.0019 0.0004 -0.0023
Si 0.0062 -0.0035 0.0066
Si 0.0046 -0.0006 -0.0029
Si 0.0084 0.0065 -0.0073
Si -0.0063 0.0051 -0.0037
Si 0.0004 0.002 0.0114
Si -0.0255 0.0102 0.0112
Si 0.0043 0.007 -0.003
Si 0.0029 0.0034 0.0095
Si 0.0013 0.0016 -0.0003
Si 0.0001 -0.0024 -0.0034
Si 0.0017 -0.0008 -0.0003
Si 0.0007 -0.0024 -0.0016
Si -0.0063 0.0032 0.0054
Si -0.0006 -0.0035 0.0021
Si -0.0009 -0.0096 -0.0042
Si -0.0029 -0.002 -0.0039
Si 0.0045 0.0019 -0.0002
Si 0.0005 -0.0005 -0.0051
Si 0.0024 -0.0017 -0.0052
Si 0.0001 -0.0011 -0.0043
Si -0.0408 0.2584 0.1943
Si -0.0759 0.0342 -0.2649
Si -0.2264 0.137 -0.1147
Si 0.1076 0.135 -0.0891
Si 0.1215 0.1404 0.302
Si 0.1461 -0.4726 -0.9738
Si 0.3287 0.0005 0.1629
Si -0.129 -0.1111 -0.1153
Si 0.0035 -0.0006 0.0001
Si -0.0046 0.0003 -0.0003
Si -0.0007 -0.0011 -0.0003
Si -0.0005 -0.0004 -0.0003
Si -0.0004 -0.0015 -0.0039
Si -0.0015 0.0059 -0.0011
Si -0.0003 -0.0012 -0.0052
Si 0.0002 0.0001 -0.0013
Si 0.0021 0.0007 0.0005
Si -0.0008 -0.0036 -0.0031
Si 0.004 -0.0067 -0.0016
Si -0.0002 0.0022 -0.0008
Si 0.003 0.0049 0.0022
Si 0.0092 0 0.0038
Si -0.0017 -0.0014 -0.0011
Si -0.0013 0.0024 -0.0008
Si -0.0027 0.0039 -0.0028
Si -0.0079 0.0071 0.0022
Si 0.0017 0.0068 -0.0024
Si -0.0006 0.001 0.0028
Si 0.0066 -0.0098 0.0029
Si -0.0011 0.0089 0.014
Si 0.001 0.0032 0.0014
Si -0.0025 -0.0048 -0.0011
Si 0.0088 0.0026 0.0018
Si 0.0124 -0.0016 -0.0061
Si -0.0058 0.0043 -0.0011
Si -0.0037 -0.0001 -0.0007
Si -0.0011 -0.0019 0.0039
Si 0.0002 -0.013 -0.0027
Si -0.0017 0.0024 0.0037
Si 0.0027 -0.001 0.0047
Si -0.0003 0 0.0004
Si -0.005 0.0003 -0.0158
Si -0.0014 -0.0226 0.0453
Si 0.0006 -0.0042 -0.0042
Si 0.0019 -0.001 -0.0038
Si 0.0056 -0.0005 0.0026
Si 0.0043 0.0002 0.0025
Si -0.0053 -0.004 -0.0015
Si 0.0031 -0.0012 -0.0023
Si -0.0002 -0.0172 0.0119
Si -0.0099 0.0091 0.0326
Si 0.0029 0.001 -0.0004
Si -0.0023 0.0033 -0.0004
Si -0.001 0.0067 -0.0077
Si -0.0145 0.0058 -0.0292
Si 0.0025 0.0016 0.0027
Si -0.0017 -0.0016 0.0064
Si -0.0058 -0.0018 -0.0111
Si 0.0027 -0.0018 -0.0021
Si 0.0059 -0.0007 -0.007
Si 0.0058 0.0034 0.0129
Si -0.0025 0.0022 -0.0009
Si 0.004 0.0006 -0.0003
Si 0 0.0307 -0.0163
Si 0.0004 0.002 -0.0009
Si 0.0015 0.0034 0.0055
Si 0.0049 -0.0033 0.018
Si 0.0074 -0.0008 0.0028
Si 0.001 0.0028 0.0007
Si 0.0078 -0.0067 0.0082
Si -0.0004 0.0013 -0.0057
Si 0.0026 0.0045 -0.0006
Si 0.002 0 0.0006
Si -0.0097 -0.0006 -0.0033
Si 0.0173 0.012 0.045
Si 0.0012 0.0169 0.0121
Si -0.0112 0.0103 -0.0105
Si 0.003 -0.0103 -0.0215
Si 0.008 0.0094 -0.0124
Si 0.0002 0 0.0013
O -0.0006 0.0011 -0.0033
O -0.0001 -0.0003 -0.0004
O 0.0006 0.0005 -0.0023
O 0.0019 -0.0009 -0.0024
O -0.0005 0.0008 -0.0027
O 0.0087 -0.0043 -0.0051
O 0.003 -0.0008 0.0003
O 0.0013 0.0031 -0.0007
O 0.0024 -0.0014 -0.0026
O 0.003 -0.0028 -0.0051
O -0.0028 0.0036 -0.0014
O 0 0.0014 0
O 0.0061 -0.0072 0.0036
O -0.0008 -0.0005 0.0013
O -0.0002 0.0061 0.002
O 0.0008 -0.001 -0.0009
O -0.0009 0.0008 0.0008
O -0.0024 0.0041 0.0036
O 0.0005 0.0012 0.0001
O -0.0001 -0.0007 -0.0022
O 0.0009 0.0019 0.0009
O 0.0008 0.0024 0.0006
O -0.0029 -0.0027 -0.0009
O -0.0016 -0.0004 -0.0008
O 0.0011 0.0006 -0.002
O -0.0008 0.0057 -0.0014
O 0.0004 0.0005 -0.0035
O 0.0017 0.0011 -0.0016
O -0.0069 -0.0063 0.0023
O -0.0033 0.0262 -0.0199
O 0.0051 0.0007 -0.0061
O -0.0012 -0.0015 0.0006
O 0.0021 0 -0.0002
O -0.0005 0 -0.0026
O 0.001 0.0011 0.0003
O 0.0006 0.0021 0.0001
O -0.0012 -0.0019 0.0031
O 0.0008 0.0014 -0.0007
O 0.0002 0.0021 0.0004
O 0 0.0006 -0.0022
Si 0.0016 0.0008 0.0001
Si -0.0012 0.0157 0.0161
Si 0.0001 0.0015 -0.0032
Si 0.0001 0 -0.0035
Si 0.0026 0.0112 -0.004
Si -0.0075 0.0015 0.0014
Si -0.0018 0.0181 -0.0035
Si 0.0136 0.002 -0.0002
Si 0.0001 0.0007 0.0017
Si -0.0082 -0.0367 -0.0793
Si 0.0016 0.0025 0.0007
Si 0.0004 -0.0006 0.0015
Si -0.0002 0.0059 0.0042
Si 0.0012 0.0001 -0.0002
Si -0.002 0.001 -0.0032
Si 0.0082 -0.011 0.0221
Si 0.0065 -0.003 0.0004
Si -0.0032 0.0005 -0.0016
Si 0.0018 0.0017 -0.0004
Si 0.001 0.001 -0.001
Si -0.0091 -0.0011 0.0052
Si -0.0006 0.0019 -0.0024
Si 0.0157 0.002 -0.0333
Si -0.0007 -0.0061 0.0003
Si -0.0024 -0.0003 -0.0009
Si -0.0002 0.0029 0.0016
Si -0.0012 -0.0072 0.003
Si -0.0003 -0.0024 -0.0006
Si 0 0.0004 0.0017
Si 0.0034 -0.0007 -0.0018
Si 0.0009 0.0103 0.0024
Si -0.0034 -0.0046 -0.0044
Si 0.0024 0.0063 0.0124
Si 0.0029 0.0018 0.0008
Si -0.0018 -0.0014 0.0025
Si -0.0024 0.0002 0.0001
Si -0.0037 0.0128 0.01
Si -0.0011 -0.0009 -0.0009
Si 0.0023 0.0013 0.0006
Si -0.0085 -0.0026 -0.0167
Si 0.0045 -0.0024 0.0018
Si 0.001 -0.0012 -0.0004
Si 0.0008 0 -0.0011
Si 0.0011 0.0005 -0.0002
Si 0.0021 -0.0063 -0.0001
Si -0.0049 0.0037 -0.0069
Si 0.0003 -0.0003 -0.0011
Si 0.0012 -0.0001 0
Si -0.0006 0.0005 -0.0032
Si -0.0026 -0.0008 -0.0033
Si 0 0.0021 -0.0025
Si -0.0047 -0.0004 -0.0077
Si 0.0033 0.0019 0
Si -0.0029 0.0013 -0.0094
Si 0.0013 -0.0018 -0.0015
Si -0.0036 -0.0013 0.001
Si 0.0003 -0.0005 0.0005
Si 0 0.0013 -0.0003
O 0.0007 -0.0014 0.0012
O -0.0005 0 -0.0005
O -0.0024 0.0007 0.0009
O 0.0028 -0.0076 -0.0026
O 0.0005 0.0007 -0.0017
O 0.0017 -0.0001 0.0013
O 0.0027 0.0012 -0.0018
O 0.0015 -0.0026 0.0007
O 0.0012 0.0071 -0.0011
O -0.0039 0.0004 -0.0061
O 0.0026 -0.002 -0.0024
O -0.0018 0.0028 -0.0032
O -0.0009 -0.0057 0.0014
O 0.003 0.0046 0.0035
O 0.0001 0.0002 -0.0008
O 0.0002 0.0008 -0.0012
O 0.0015 0.0008 -0.0001
O 0.0008 0.0009 -0.0004
O -0.0023 0.0013 -0.0014
O 0.0002 0.0001 -0.0003
O 0.0003 0.0018 -0.0016
O 0.0016 -0.0015 -0.0003
O -0.009 -0.0041 -0.0117
O 0.0002 0.0012 -0.0008
O 0.0029 0.0003 -0.0007
O 0.0026 0.0029 -0.0121
O 0 0.0022 -0.0022
O -0.0002 -0.0024 -0.0034
O 0.0009 0.0012 -0.0029
O -0.0037 0.0048 -0.0048
O -0.002 -0.0087 -0.0081
O 0.0004 -0.0006 -0.001
O 0.0029 0.0012 -0.0023
O 0.0032 -0.0018 -0.0089
O 0.0008 0.0003 -0.0015
O 0.0001 -0.0046 -0.0034
O 0.0007 0.0008 -0.0009
O 0.0002 0.0006 -0.0014
O 0.0006 -0.0032 -0.0005
O -0.0068 -0.003 -0.0161
O 0.0004 0.0011 -0.0016
O 0.0002 0.0012 -0.0001
O 0.0178 -0.0189 -0.0087
O -0.0005 -0.0033 -0.0006
O 0.0004 0.0011 -0.0005
O -0.0007 0.0021 0.0009
O 0.0382 0.0035 0.0258
O -0.0005 -0.0021 -0.0059
O 0.0057 0.0016 -0.001
O 0.0028 -0.0041 -0.0014
O 0.0021 -0.0005 -0.0009
O 0.0016 0.0009 -0.0016
O 0.0008 0.0012 -0.0008
O 0.0011 0.0003 -0.0009
O -0.0338 -0.0037 0.0095
O 0.0066 -0.001 0.0032
O 0.0022 0.0024 -0.0009
O -0.005 -0.0032 -0.0007
O 0.0015 0.0017 -0.0003
O 0.0007 0.0008 -0.0011
O 0.0053 -0.0046 -0.0023
O 0.0002 0.0007 -0.0013
O 0.0007 -0.0001 -0.0003
O -0.0002 -0.0005 0.0026
O 0.0018 0.0001 -0.0031
O -0.0006 0.001 -0.0031
O 0.0001 0.0004 -0.0016
O 0.0016 -0.0003 -0.0019
O -0.0018 0.0009 0.001
O 0.0008 -0.0004 -0.0021
O 0.0006 0.0016 -0.0008
O 0.0004 0.0094 0.0105
O -0.0028 -0.002 0.0032
O -0.001 0.0016 -0.0012
O 0 -0.0008 -0.0021
O 0.001 0.0006 -0.0007
O 0.0007 0.0007 -0.0022
O -0.0001 -0.0005 -0.0006
O 0.0007 0.0012 -0.0022
O 0.0016 0.0016 -0.0026
O 0.0053 0.0048 -0.007
O 0.0032 -0.0003 -0.0004
O 0.0024 0.0009 0.0001
O 0.0004 0.0018 -0.0008
O -0.0019 0.003 -0.0013
O -0.0009 0.0041 0.0006
O 0.0153 0.01 0.0006
O 0.0014 -0.0009 -0.0005
O 0.0011 -0.0001 -0.0028
O -0.0041 -0.0001 -0.0017
O 0 0.0014 -0.001
O -0.001 0.0013 0
O -0.0044 -0.0005 -0.0028
O -0.0013 0.0008 -0.0009
O -0.0045 0.0003 0.0048
O -0.0006 -0.0019 -0.0076
O -0.0056 -0.0008 -0.0096
O -0.0029 0.0022 0.0023
O 0.003 -0.0001 0.0036
O -0.0026 -0.0011 0.0018
O -0.0024 0.0007 -0.0019
O 0.0004 0.0035 -0.0058
O 0.0005 -0.0005 -0.0016
O 0.0009 0.0009 -0.0012
O 0.0001 0.0014 -0.0013
O 0.0014 0.0013 -0.0005
O 0.0041 0.0008 -0.0021
O 0.0009 0.0011 -0.001
O 0.0004 0.0003 -0.0005
O 0.0034 -0.0019 0.0035
O -0.0004 0.0009 -0.0004
O -0.0002 0.0001 -0.0019
O -0.0005 0.0013 -0.0019
O 0.0006 0.0006 -0.0007
O -0.0012 0.0064 -0.0023
O -0.0066 -0.004 0.0137

The program warned: the cutoff lies below the one the program advises for these potential files; the exchange-correlation potential is rough where the density is thin.
